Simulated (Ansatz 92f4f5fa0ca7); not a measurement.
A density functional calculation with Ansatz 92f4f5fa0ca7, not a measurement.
Periodic cell of 234 atoms, Si134O100, from a study of silicon, its oxide and their interface. The atomic structure is a simulated model.

Settings: functional PBE; potential files Ansatz PAW; basis plane waves; wave-function cutoff 700 eV; density cutoff ratio 5; exchange-correlation grid ratio 2; k mesh 2 x 2 x 1, shifted by 0.5 0.5 0.5 of a step; self-consistency stop 5e-08 eV per atom in the density residual; occupations Fermi-Dirac, 0.05 eV; spin none; net charge 0.

Cell vectors (angstrom)
a 11.5983 0 0
b 0 15.4644 0
c 1.4938 -1.194 22.2225

Atoms and the computed forces on them: element, x, y, z (angstrom), force x, y, z (eV/angstrom)
Si 1.3938 -0.1816 -0.0991 0.1019 0.0679 0.134
Si 1.2934 3.0687 -0.1208 -0.0352 -0.1551 0.0077
Si 1.4328 7.6162 0.1428 -0.0969 0.0827 -0.1827
Si 1.3952 10.6993 0.1701 0.0112 -0.2092 -0.2382
Si 5.2206 -1.5005 -0.1412 -0.074 0.0755 -0.3266
Si 5.1265 4.5346 -0.3894 -0.0688 -0.2919 0.1116
Si 5.2045 7.6654 0.337 -0.0377 0.4418 -0.2513
Si 5.2191 10.8227 0.3535 0.0138 -0.4427 -0.2111
Si 9.2974 -0.3016 0.3574 0.1096 -0.066 -0.0733
Si 8.6745 4.42 -0.1105 0.0924 -0.097 0.1946
Si 8.9885 7.5503 0.4945 -0.0292 0.0316 -0.318
Si 9.0073 10.587 0.0107 -0.0088 -0.4121 -0.0307
Si 3.3763 -0.5825 1.2058 -0.0436 -0.0814 -0.1045
Si 3.2869 3.547 1.1428 -0.0084 0.1764 -0.2746
Si 3.2626 7.4089 1.5975 -0.0929 -0.023 -0.1558
Si 3.2652 11.0573 1.5956 -0.2301 -0.0426 -0.1922
Si 7.0862 -0.4591 1.2116 -0.1105 -0.2376 -0.169
Si 6.861 3.6956 1.1971 0.057 0.2392 -0.2451
Si 7.0516 7.5004 1.7443 0.0472 -0.0255 -0.1231
Si 7.2052 11.0865 1.5385 0.1461 0.0339 -0.2828
Si 11.2317 -0.428 1.5666 0.0769 0.0723 -0.1975
Si 10.8206 3.5224 1.1066 0.0944 0.1248 -0.2184
Si 11.0709 7.3738 1.5216 0.1654 0.0775 -0.2412
Si 10.9915 11.0437 1.4002 -0.1078 0.0487 -0.2737
Si 3.3702 1.4916 2.5453 -0.0032 -0.0303 -0.2586
Si 3.2097 5.3556 2.7245 -0.0373 -0.099 0.0733
Si 3.2844 9.238 3.0279 -0.0363 -0.017 0.2406
Si 3.285 13.103 2.7746 -0.1 0.0597 0.0996
Si 6.9613 1.5535 2.5377 -0.0318 0.1212 -0.2482
Si 6.9912 5.4231 2.7965 -0.0325 -0.0804 0.222
Si 7.1692 9.3544 3.0707 -0.0418 0.0663 0.2858
Si 7.1999 13.1625 2.7341 0.0954 -0.0052 0.116
Si 10.9406 1.6111 2.6809 0.1164 0.2711 0.0897
Si 10.9882 5.3502 2.6883 0.0087 -0.2832 0.0205
Si 11.0479 9.2492 2.9306 0.0971 0.013 0.0381
Si 11.0966 13.0388 2.7772 0.0133 -0.0708 -0.0103
Si 1.3697 1.5143 3.9766 -0.0789 0.2057 -0.0081
Si 1.2931 5.3529 4.1061 -0.022 0.0399 -0.0337
Si 1.3522 9.2588 4.3332 -0.0392 0.1609 -0.061
Si 1.3966 13.098 4.1904 0.0485 -0.1409 0.0505
Si 5.1592 1.5231 4.0866 -0.048 0.0489 0.1597
Si 5.089 5.3898 4.1796 0.1826 -0.0469 -0.0579
Si 5.2271 9.2921 4.3615 -0.0265 0.0908 0.0295
Si 5.2465 13.1372 4.141 -0.0108 0.0198 0.016
Si 8.9253 1.5131 3.968 0.2009 -0.1449 -0.026
Si 9.0057 5.3624 4.0444 -0.002 -0.0901 -0.1327
Si 9.1403 9.2695 4.3096 -0.1225 0.0257 -0.126
Si 9.1406 13.1544 4.1139 -0.0938 -0.0681 -0.0113
Si 1.3346 -0.3835 5.5118 -0.027 -0.034 -0.1515
Si 1.2864 3.3947 5.4068 0.1919 -0.0686 0.015
Si 1.3433 7.2562 5.5468 -0.0108 -0.1054 -0.0679
Si 1.4724 11.2294 5.6156 -0.0809 0.0639 0.3483
Si 5.1882 -0.3908 5.5536 0.0561 -0.0506 -0.0806
Si 5.0658 3.4415 5.5047 -0.0019 0.0742 0.0632
Si 5.2393 7.2899 5.5935 -0.0339 -0.0665 -0.1036
Si 5.2965 11.2682 5.6169 -0.1308 -0.0207 0.417
Si 9.0805 -0.3783 5.4955 -0.1297 0.0738 -0.081
Si 8.8707 3.4064 5.363 -0.0014 0.122 0.0215
Si 9.0359 7.2454 5.4736 0.0771 -0.017 -0.0328
Si 9.1905 11.2709 5.5335 0.0779 0.0893 0.3955
Si 3.223 -0.3335 6.9749 0.07 -0.0949 0.0717
Si 3.1238 3.4722 6.9038 0.037 0.069 -0.0557
Si 3.3038 7.282 6.8888 0.0395 0.2397 0.0265
Si 3.383 11.237 7.0597 0.0481 0.0069 -0.4693
Si 7.1611 -0.4087 6.9149 0.0271 -0.2027 0.0345
Si 7.0002 3.4598 6.8708 -0.0333 0.046 0.0286
Si 7.1926 7.2341 6.936 0.0049 0 0.0667
Si 7.2985 11.2416 6.9421 -0.1179 -0.0419 -0.1693
Si 11.0111 -0.3937 6.9467 0.0326 -0.0819 0.0559
Si 10.8496 3.3043 6.6067 -0.066 -0.1535 -0.3259
Si 10.9483 7.2205 6.7934 -0.1153 0.0838 0.0318
Si 11.1141 11.2778 6.9536 0.1668 0.0507 -0.4882
Si 3.0692 1.608 8.3651 -0.0824 0.1823 0.2262
Si 3.1315 5.4448 8.2845 -0.0013 -0.1192 0.2453
Si 3.4614 9.1617 8.2809 -0.0037 0.0515 0.311
Si 3.3702 13.2182 8.4218 0.0288 -0.0606 0.2513
Si 6.9869 1.5168 8.2498 0.0234 0.0918 0.1201
Si 7.0196 5.3595 8.37 0.1514 -0.1889 0.0591
Si 7.4019 9.2018 8.2056 0.0371 0.2826 0.1953
Si 7.2805 13.1544 8.3808 0.0429 -0.0581 0.1632
Si 10.8278 1.5879 8.2007 -0.0957 0.0758 0.1032
Si 10.7882 5.1813 7.9146 -0.0738 0.1441 0.042
Si 11.0882 9.1989 8.0643 -0.041 -0.0926 0.2381
Si 11.0997 13.1563 8.4453 -0.0486 -0.1038 0.2334
Si 1.0253 2.2585 9.5513 0.0555 0.0688 0.4468
Si 0.9882 5.3524 9.3193 -0.2686 -0.0614 0.2957
Si 1.394 9.4675 9.4321 0.1404 -0.1667 -0.0886
Si 1.5032 12.5632 9.7863 0.1802 -0.1371 -0.1763
Si 5.0614 1.8651 9.6204 -0.1094 -0.0244 0.3871
Si 5.0232 5.0623 9.6801 -0.0488 0.0822 0.4793
Si 5.5027 9.5824 9.4656 0.1271 -0.2976 0.1195
Si 5.3278 12.8011 9.6907 0.2883 0.0975 0.2403
Si 8.889 1.7523 9.6036 -0.0697 0.0641 0.2431
Si 9.0552 4.8542 9.4977 -0.192 -0.1925 0.4091
Si 9.3578 9.5019 9.5881 0.177 -0.0366 -0.2304
Si 9.2084 12.6757 9.7765 -0.0476 -0.0863 -0.0249
Si -1.329 6.5145 14.0595 -0.219 -0.056 0.4565
Si 6.9247 4.1939 16.1285 -0.0107 0.0605 -0.1093
Si 2.4404 11.6731 20.0753 0.1902 -0.1133 -0.1759
Si 8.9868 3.7924 14.156 0.0491 0.0686 0.113
Si 8.6661 -0.5641 11.9225 0.0587 0.1014 0.1022
Si 4.8066 6.3889 12.666 0.0755 0.0155 0.4299
Si 0.7716 6.2669 15.9324 -0.067 0.0527 0.039
Si 13.778 10.5631 15.0721 -0.1025 0.1658 0.3536
Si 8.7726 10.6338 15.8527 -0.0141 -0.0196 -0.0446
Si 4.7507 9.1654 12.168 0.0027 -0.1256 0.4836
Si 1.6029 7.9936 18.075 0.064 -0.0958 -0.3165
Si 4.4042 3.8644 14.3014 -0.0818 -0.1023 0.3049
Si 2.205 10.5976 11.9078 0.1702 -0.3195 0.3363
Si 10.8122 2.8794 19.3762 0.0106 0.115 -0.6359
Si 0.821 5.283 18.6568 -0.107 0.2248 -0.466
Si 4.3112 1.5523 12.5259 0.0012 0.1496 0.3785
Si 6.0451 13.4329 12.6717 0.0047 -0.2487 0.406
Si 1.4952 3.6892 14.672 0.0557 0.0401 0.2624
Si 4.3845 -0.4876 14.7402 -0.1508 0.0331 0.206
Si 3.2366 4.183 19.9856 -0.1219 0.1255 -0.1723
Si 10.9075 11.7086 20.3716 -0.2184 0.2373 -0.0145
Si 7.4443 6.1045 14.0601 0.1272 -0.004 0.1763
Si 10.5618 6.9695 11.0898 -0.0997 -0.0368 0.1562
Si 6.4721 10.8361 14.1609 0.069 0.0442 0.2428
Si 5.9154 3.2065 18.8301 -0.0003 -0.0751 -0.3751
Si 11.2639 1.8341 16.5791 0.1233 0.0694 -0.1411
Si 3.6418 10.0212 17.7832 0.1729 -0.3325 -0.2725
Si 12.7937 1.7495 12.4997 0.0431 0.138 0.5855
Si 13.3429 -0.2017 17.968 0.1574 0.1286 -0.4669
Si 10.2675 1.0352 13.9464 -0.077 0.3365 0.296
Si -0.1862 10.0258 16.7131 -0.0147 -0.1375 -0.0877
Si 6.447 -1.7784 18.9919 0.0395 0.0388 -0.4553
Si 13.4263 -1.8549 15.5243 0.0428 0.0119 -0.1118
Si 11.467 0.1721 20.0829 -0.1452 -0.1912 -0.1806
Si -0.8565 12.797 16.1467 -0.103 -0.0005 -0.1951
Si 9.5052 -1.5598 18.6103 0.0506 0.0605 -0.4287
Si 4.7316 0.4545 17.7635 -0.1073 -0.1108 -0.2399
Si 6.1929 11.1884 17.133 0.1306 -0.1424 -0.1022
O 12.7826 3.2755 13.1234 -0.0264 -0.1655 -0.2914
O 10.0531 -0.2304 19.3694 0.0334 0.0283 0.1133
O 5.4125 1.9129 17.9584 0.0688 0.182 0.2242
O 9.559 2.4479 13.4516 0.0364 -0.1127 -0.1017
O 1.5849 6.5558 -1.1175 -0.0284 0.0798 0.1248
O 11.8888 1.7259 19.8312 0.0437 0.0968 0.1932
O 1.4472 11.6955 -1.1339 -0.0543 0.0259 0.0441
O 1.4594 9.1559 -0.495 -0.1531 0.1979 0.5022
O 5.4359 -0.5352 18.8247 0.0014 -0.0561 0.237
O 2.7508 -0.7408 14.7547 0.058 -0.0313 -0.022
O 5.2122 6.2191 -0.5639 -0.019 -0.2406 0.1143
O 5.1459 3.96 -1.9755 0.1119 0.1397 0.4124
O 5.5889 3.5991 15.3878 -0.0312 0.0293 -0.0836
O 1.0827 6.8432 19.1246 -0.0069 -0.0443 0.1461
O 14.7882 9.9472 16.1986 -0.0497 0.0862 0.0087
O 9.8922 9.5603 16.3499 0.0271 0.1442 0.0111
O 9.3903 -1.7111 -0.4745 -0.0386 -0.1318 -0.137
O 9.8914 -2.9687 19.3497 0.1267 -0.239 0.1963
O 11.2273 -0.1642 21.6491 -0.1424 -0.0705 0.1346
O 8.1935 3.9575 -1.6731 0.039 0.0444 0.4778
O 8.962 8.9549 -0.4504 0.0678 0.247 0.4832
O 8.7621 6.0826 -0.2661 0.1816 -0.4539 -0.0334
O 1.2925 9.4757 11.115 -0.0835 0.0059 -0.4258
O 0.3674 6.6158 10.2819 0.4107 -0.2378 -0.1618
O 0.6241 1.5455 11.0012 0.003 0.0018 -0.4827
O 1.0983 3.8621 10.082 0.1275 -0.2533 -0.401
O 14.3213 1.2173 12.4549 -0.0561 -0.0175 -0.1764
O 3.9707 7.7931 12.6278 0.0118 0.0556 -0.1769
O 1.4334 11.0817 9.0513 -0.1433 0.3752 0.4731
O 1.7618 12.1225 11.4331 -0.1371 0.2026 -0.5739
O 13.5706 -1.5717 17.1213 -0.0311 0.0199 0.169
O 5.0195 1.1141 11.1273 0.0925 0.0528 -0.5947
O 5.1442 3.46 10.0291 -0.0343 -0.0493 -0.2475
O 9.4745 -0.2161 13.3044 -0.1447 -0.1783 -0.3243
O 4.863 5.7538 11.177 0.0156 -0.0793 -0.4492
O 5.7491 8.7967 10.927 0.0128 0.1437 -0.3017
O 5.6032 11.1859 9.8143 -0.2021 -0.0796 -0.1369
O 3.7583 10.2772 11.4954 -0.1586 0.1813 -0.0262
O 8.7655 0.7115 10.8939 0.057 0.0591 -0.1516
O 8.9657 3.3198 10.1816 0.0448 0.0582 -0.4595
O 3.0467 3.301 15.032 0.0701 0.027 -0.1368
O 9.4391 5.8093 10.7931 0.0102 0.0792 -0.1353
O 9.2656 -1.8932 11.176 -0.0389 -0.0947 -0.0647
O 9.2729 11.0458 10.2393 -0.0439 0.2757 -0.2842
O 11.829 0.888 13.4931 0.0822 -0.0041 -0.2509
O 4.6453 3.1074 12.8753 -0.0291 -0.1356 -0.1465
O 5.4894 9.7405 13.5005 -0.1726 -0.0995 -0.3143
O 14.0324 -3.3058 15.2009 -0.0008 -0.097 -0.0372
O 12.099 2.9402 15.7159 -0.0082 -0.0461 -0.0295
O 5.087 -1.7378 13.9714 0.1232 -0.0614 -0.2357
O 5.2022 13.3078 11.2793 -0.0986 -0.0062 -0.4493
O 4.6981 4.1832 19.287 -0.0612 0.043 0.0869
O 0.1961 5.3417 17.1497 0.1394 -0.0153 0.212
O 5.8845 12.4848 18.0495 0.0165 0.077 0.2073
O 7.7938 10.8548 17.1555 -0.0612 0.0456 -0.0042
O 7.1496 14.5966 12.4268 0.0834 0.1102 -0.1298
O -2.8557 7.0917 14.1028 0.0058 -0.0878 -0.1069
O 4.8402 0.7794 13.8487 0.0323 0.0733 -0.1968
O 12.6844 -0.6636 19.3852 -0.122 -0.022 0.2038
O 9.8316 8.4039 10.7434 -0.0086 -0.0932 0.1578
O 1.4264 3.942 -1.5327 -0.0116 -0.1964 0.2335
O 2.2913 10.2627 13.4942 -0.0301 0.0375 -0.4363
O 10.2239 1.0628 15.5834 -0.0004 -0.0266 -0.1293
O 5.2261 -3.168 -0.5058 0.032 0.4328 0.3162
O 10.9657 6.9233 12.6651 0.0196 0.1045 -0.4535
O -0.4429 7.134 15.2807 0 -0.1383 -0.2083
O 9.5158 12.0321 15.3636 0.03 0.0131 0.1026
O 3.1309 11.3455 18.6053 -0.1914 0.2414 0.445
O 10.2125 4.8796 14.3128 -0.0109 -0.024 -0.1301
O 4.9167 -0.1834 16.2589 -0.0234 0.0086 -0.0438
O 0.4245 9.1263 17.9217 0.0168 0.0666 0.0837
O 6.7682 12.019 13.0833 -0.0295 0.1707 -0.2108
O 5.1987 9.2428 -0.3971 0.0179 0.1056 0.5148
O 11.363 4.4087 19.5126 0.014 -0.0622 0.1609
O 10.1623 -1.5203 17.1207 -0.0625 -0.0622 0.2205
O 12.3281 0.7609 17.1461 0.0402 -0.0958 0.1346
O 2.8837 13.0964 20.778 -0.0567 0.1148 0.0186
O 12.3073 9.93 15.3663 0.093 0.0582 -0.0546
O 4.2085 5.4215 13.8453 0.0845 0.1509 -0.2631
O 10.4382 2.547 17.8087 0.0419 0.0406 0.3338
O 7.8247 4.6435 13.3485 0.0235 0.0325 -0.0706
O 7.8859 10.1141 14.587 -0.0578 0.1054 -0.0062
O 14.7495 0.5859 18.1245 -0.004 0.0207 0.1469
O 5.2799 9.9741 17.7555 -0.1361 0.1329 0.043
O 1.3663 1.4307 -0.5623 0.0109 0.1931 0.23
O 2.228 4.4742 18.7245 0.2121 -0.1041 0.2754
O 6.3129 6.808 13.1662 -0.1123 -0.0038 -0.1532
O 5.0602 -0.8737 -1.649 0.0484 -0.0915 0.2921
O 6.8403 4.0472 17.7513 -0.0907 -0.1027 0.2593
O -0.1535 11.629 17.0727 0.0024 -0.0445 0.1496
O 3.0148 8.6829 18.5045 -0.0678 0.0706 0.0992
O 12.4318 11.6423 19.8258 -0.0267 -0.0469 0.0529
O 7.0248 5.7669 15.6241 -0.0055 -0.0534 -0.0311
O 1.4106 5.3114 14.7959 -0.0166 -0.0312 -0.0444
O 7.9166 -1.386 18.4309 0.0107 -0.0131 0.1115
O 5.8015 11.4171 15.5513 0.0463 -0.0019 -0.013
O 1.8566 7.2825 16.603 -0.0471 0.0357 0.1766
O 11.8203 -1.9289 15.1445 0.0177 -0.0572 0.0726
O 8.2857 3.4183 15.6023 -0.0841 0.0605 0.0014
O 8.8867 11.4072 -1.4415 0.0986 -0.0632 0.1397

Results
free energy: -142068.007 eV
free energy less fixed offsets of O -569.03, Si -635.61 eV per atom: 6.733 eV
pressure: -0.11 GPa
stress xx, yy, zz, yz, xz, xy (GPa, positive in tension): -1.19, 0.69, 0.81, -0.06, 0.07, 0.11

The program warned: the cutoff lies below the one the program advises for these potential files.
